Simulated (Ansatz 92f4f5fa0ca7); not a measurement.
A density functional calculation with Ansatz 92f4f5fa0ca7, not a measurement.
Periodic cell of 184 atoms, Si120O64, from a study of silicon, its oxide and their interface. The atomic structure is a simulated model.
This geometry differs little from another in the collection (a relaxation step or a small displacement).

Settings
functional: r2SCAN
potential files: Ansatz PAW
basis: plane waves
wave-function cutoff: 800 eV
density cutoff ratio: 5
exchange-correlation grid ratio: 1
k mesh: 1 x 1 x 1, shifted by 0.5 0.5 0 of a step
self-consistency stop: 1e-10 eV per atom in the density residual
occupations: fixed
spin: none
net charge: 0

Cell vectors (angstrom)
a	10.887	0	0
b	0	10.887	0
c	0	0	27.2197

Atoms: element, x, y, z (angstrom)
Si	1.5513	-4.1311	1.3858
Si	7.6813	2.6143	-4.1162
Si	0.4523	6.8603	-4.1307
Si	0.0592	8.1998	2.5577
Si	10.3694	-13.3044	-8.6558
Si	6.8714	-4.2134	1.2971
Si	10.6568	11.1582	-0.2719
Si	4.2732	12.179	-2.1434
Si	1.3253	1.2148	1.3252
Si	9.5948	5.8022	-1.9562
Si	2.9102	5.4152	2.7191
Si	5.6186	8.1891	2.6811
Si	11.3474	5.0354	0.2226
Si	8.286	5.4929	2.7717
Si	14.0056	7.9398	-1.1317
Si	13.4191	13.5956	0.0709
Si	-1.3658	3.9933	1.4592
Si	2.8861	0.0258	2.6296
Si	-1.3837	9.4879	1.0687
Si	4.1602	3.9299	1.3255
Si	8.8092	2.6707	-1.3934
Si	8.2834	-0.1303	2.7312
Si	5.4038	13.6107	2.9393
Si	10.9312	2.6293	2.7485
Si	1.4304	4.0745	4.0513
Si	4.0227	1.3718	4.2228
Si	1.4639	9.5152	3.9468
Si	4.2016	6.8445	4.0433
Si	6.8666	4.1374	4.1069
Si	9.5929	1.2838	4.0876
Si	6.9352	9.4524	4.1532
Si	9.6176	6.8854	4.0805
Si	0.0961	-0.0404	5.4023
Si	2.6858	2.7441	5.5505
Si	0.0458	5.445	5.4108
Si	2.7547	8.1517	5.3605
Si	5.4723	-0.0427	5.4524
Si	8.1992	2.6846	5.3914
Si	5.49	5.481	5.454
Si	8.2481	8.1404	5.5491
Si	1.3276	1.3362	6.853
Si	4.1034	4.1398	6.8235
Si	1.3977	6.8291	6.759
Si	4.0634	9.4897	6.791
Si	6.8238	1.3819	6.7756
Si	9.5329	4.0464	6.7643
Si	6.7984	6.7969	6.8596
Si	9.6008	9.5654	6.8214
Si	-0.0539	2.6851	8.1977
Si	2.7064	-0.0337	8.1721
Si	0.064	8.2024	8.1486
Si	2.7211	5.501	8.1678
Si	5.4634	2.7388	8.1444
Si	8.1704	0.0328	8.1487
Si	5.3677	8.1328	8.201
Si	8.125	5.362	8.1372
Si	1.3406	4.1048	9.4477
Si	4.0832	1.3644	9.4462
Si	1.3686	9.5334	9.6254
Si	3.9853	6.8304	9.663
Si	6.7506	4.0775	9.6063
Si	9.4716	1.3402	9.6268
Si	6.724	9.5815	9.4345
Si	9.4902	6.8157	9.3284
Si	-0.0296	-0.0283	11.0057
Si	2.7522	2.7594	10.7541
Si	-0.086	5.4959	10.6882
Si	2.6323	8.1955	11.1167
Si	5.3531	-0.005	10.8628
Si	8.072	2.6856	10.9948
Si	5.3436	5.4347	10.9979
Si	8.0966	8.1533	10.6303
Si	-1.66	0.2025	14.9881
Si	-0.3083	2.8036	15.1835
Si	1.106	6.7477	12.2728
Si	1.3227	11.2492	15.4474
Si	6.6555	1.2876	12.3163
Si	9.4548	4.2153	12.1076
Si	6.7183	6.9774	12.111
Si	10.0664	7.5044	13.5341
Si	-1.503	-1.5473	12.1512
Si	3.0004	0.5721	13.6967
Si	-3.1858	10.3566	13.3949
Si	8.2754	5.8366	13.3546
Si	4.9533	2.2232	13.7218
Si	9.0891	5.307	16.4815
Si	2.1602	5.0239	13.4682
Si	5.9166	8.6977	13.6014
Si	4.0404	-1.2309	12.4508
Si	8.1921	1.266	17.3894
Si	5.4699	4.1051	24.3902
Si	1.4206	1.4803	12.1688
Si	1.6473	-0.463	18.408
Si	6.0014	-7.8156	15.7554
Si	12.7662	4.5071	18.4195
Si	4.0013	3.9952	12.3619
Si	9.4218	3.8811	20.9283
Si	21.3732	7.2565	15.8465
Si	3.4141	-4.674	23.7029
Si	7.3411	4.9851	19.1093
Si	7.5512	-7.9331	27.6861
Si	7.8947	20.9793	19.4329
Si	-4.8766	15.6583	27.3407
Si	-9.7953	9.6277	24.4742
Si	-10.9607	12.997	18.8253
Si	11.3634	14.2768	13.1746
Si	8.0431	-13.7553	26.9849
Si	4.6287	3.4577	18.357
Si	6.6072	1.1473	28.9687
Si	6.4126	10.869	21.735
Si	-4.9387	7.7067	19.1759
Si	5.5041	42.3502	26.5962
Si	-14.7513	5.258	15.3501
Si	2.3253	-4.9664	15.652
Si	2.8167	10.9778	22.5463
Si	4.6294	19.4738	21.954
Si	10.6981	5.9529	20.2853
Si	5.3647	-3.9442	16.1227
Si	14.7665	0.8112	20.0059
Si	4.9487	10.2092	28.769
O	4.3179	7.3175	-4.3021
O	-7.5884	-1.3681	-5.2167
O	10.8004	-0.3207	-12.3386
O	10.0606	25.8275	-11.1536
O	-0.8265	7.0196	-8.0056
O	-13.8352	15.0246	-6.8929
O	19.889	-7.676	-4.8598
O	3.1703	-4.3226	-1.9554
O	1.1593	-5.4446	-7.7
O	7.0922	13.051	-10.6174
O	24.8153	12.6597	-1.1917
O	2.8414	-9.8052	-5.9695
O	15.5467	-13.4092	-0.9974
O	15.0962	15.6893	-3.5772
O	3.1242	-0.2511	-8.183
O	28.8313	30.9776	26.3729
O	10.9194	16.8524	26.1697
O	27.0327	0.2488	20.6229
O	21.1148	2.6584	20.2234
O	-21.6389	17.8316	21.5189
O	-20.525	7.1403	15.8133
O	-2.6735	12.8692	24.4935
O	5.857	4.9926	25.6999
O	-3.1373	-0.5602	21.0156
O	12.688	-0.3909	16.7915
O	31.3159	-8.8131	17.8055
O	6.848	-1.8836	18.8866
O	28.4718	3.8974	23.3542
O	-10.03	23.6543	15.8868
O	16.7097	20.4481	22.5434
O	5.1839	10.9957	25.6918
O	-2.3444	-5.8204	18.0223
O	-19.3944	18.5955	27.5064
O	3.793	22.5486	23.633
O	-1.7502	-17.5307	25.3917
O	-33.4545	-15.7264	23.745
O	12.7881	27.8928	23.1295
O	4.324	23.8683	19.1497
O	-18.3325	-6.4454	18.8214
O	-11.6704	-2.5089	16.9625
O	16.9322	-6.7317	18.6497
O	-11.7604	1.6728	26.3573
O	9.3033	1.837	14.8328
O	-3.3208	11.515	18.7273
O	1.0111	8.9815	18.8023
O	-17.9158	6.4308	15.7902
O	15.8455	18.9307	20.4367
O	6.8789	28.2239	19.6011
O	12.0086	3.0941	18.3938
O	-20.3625	10.7204	23.3111
O	0.6118	0.6604	18.9472
O	-5.7257	24.3878	24.911
O	-20.2883	-6.9937	26.8243
O	-4.0666	12.2676	22.4478
O	8.574	6.9776	25.7926
O	11.33	8.3204	23.7852
O	-5.5742	29.099	17.7172
O	-5.2339	-2.6357	15.1795
O	8.6381	-10.8945	16.4874
O	-17.0951	14.0997	16.7455
O	31.1614	-1.3017	19.1634
O	0.1709	21.1881	25.6088
O	13.3283	9.1409	25.2306
O	12.7746	4.9729	16.881

Results
free energy: -113253.046 eV
free energy less fixed offsets of O -570.45, Si -639.56 eV per atom: 2.954 eV

Forces (eV/angstrom), in the order of the atoms: element, x, y, z
Si	-0.0628	0.0252	0.1539
Si	-0.0051	0.0151	-0.0188
Si	-0.0433	0.0599	-0.019
Si	0.0365	-0.0013	0.0028
Si	0.0126	-0.0397	-0.0436
Si	-0.0418	-0.0022	-0.0341
Si	0.0324	-0.0958	0.1919
Si	-0.0557	0.0532	0.1043
Si	0.0043	0.0383	0.0063
Si	0.0041	0.0263	0.0761
Si	-0.039	0.0247	0.0151
Si	-0.007	0.0895	-0.0117
Si	-0.0375	-0.1178	-0.0249
Si	-0.0299	-0.0215	-0.0142
Si	-0.0549	0.0249	0.0239
Si	0.025	-0.0264	0.1683
Si	0.0523	-0.0262	0.1224
Si	0.0287	0.0086	-0.0704
Si	-0.0102	-0.0007	-0.0059
Si	0.0476	-0.0562	0.002
Si	0.0475	0.0531	0.0157
Si	0.0043	0	0.0674
Si	-0.0261	0.0267	0.0225
Si	0.0228	-0.0536	0.0202
Si	-0.0416	0.0018	-0.0115
Si	0.0575	-0.0086	-0.0214
Si	0.0483	-0.0224	-0.0319
Si	-0.0128	0.0436	-0.0328
Si	0.0565	0.0015	-0.005
Si	-0.0301	0.087	-0.0252
Si	0.0756	-0.0027	0.0857
Si	0.0123	0.0095	-0.014
Si	-0.0084	0.0412	-0.0082
Si	0.0321	0.0649	-0.0519
Si	-0.016	-0.0431	0.0058
Si	-0.0164	-0.046	0.0081
Si	0.0141	-0.0103	-0.0125
Si	-0.0008	-0.048	0.0031
Si	0.0849	0.0517	-0.0314
Si	0.008	0.0443	-0.0251
Si	-0.0209	-0.012	-0.0332
Si	-0.0053	-0.063	-0.0046
Si	0.0005	0.0055	0.005
Si	-0.0033	0.0138	-0.0158
Si	0.0289	0.0125	-0.0015
Si	-0.0322	0.0021	0.0048
Si	0.0161	-0.0266	0.0109
Si	-0.0062	-0.008	0.0005
Si	-0.0064	-0.0381	0.0181
Si	0.0061	0.0223	0.044
Si	-0.0392	0.0207	0.0029
Si	-0.0267	0.0064	0.0297
Si	0.0272	0.0251	0.0376
Si	0.0146	0.0104	0.0246
Si	0.0463	0.0032	0.0349
Si	-0.0006	0.0123	0.0152
Si	-0.0166	-0.0086	-0.0337
Si	0.022	-0.0272	-0.0055
Si	-0.0266	0.0098	-0.0349
Si	-0.0144	-0.0419	-0.0289
Si	0.0625	0.0228	-0.0248
Si	-0.0128	0.0105	-0.0334
Si	0.0164	-0.0194	0.0103
Si	-0.0067	0.0096	-0.0086
Si	-0.0017	0.0077	-0.0658
Si	0.0033	0.0134	0.0444
Si	-0.0178	0.0434	0.0446
Si	0.0356	0.0541	0.0352
Si	0.04	0.0279	-0.0767
Si	0.0136	-0.0188	-0.0509
Si	0.0373	-0.044	-0.0199
Si	-0.0236	-0.0024	-0.0237
Si	0.1113	-0.0139	-0.0232
Si	0.113	0.0608	-0.028
Si	-0.0281	0.0037	-0.0348
Si	-0.0747	0.0895	-0.0776
Si	0.0371	-0.067	0.0143
Si	-0.0339	-0.058	-0.023
Si	0.0142	0.0143	-0.0126
Si	-0.0319	0.1064	-0.0705
Si	-0.0044	0.0254	-0.0011
Si	0.0388	-0.0781	-0.1248
Si	0.0189	0.0033	-0.0978
Si	0.0498	-0.0247	-0.1381
Si	-0.0392	0.0262	-0.0887
Si	-0.2108	0.0524	0.0738
Si	-0.0032	-0.0604	-0.0421
Si	0.0329	0.0374	-0.1245
Si	-0.0657	0.0429	0.0716
Si	0.0171	0.0357	-0.0016
Si	0.0422	0.0153	0.0855
Si	-0.0382	0.0374	-0.0059
Si	-0.067	-0.0074	-0.1546
Si	-0.1045	-0.0296	-0.0008
Si	-0.0204	0.0113	-0.0469
Si	-0.0134	0.0146	0.0195
Si	-0.0601	-0.0639	-0.0488
Si	-0.0201	-0.1324	-0.0569
Si	-0.0216	0.0145	0.0443
Si	-0.0178	-0.0156	-0.0118
Si	-0.1619	-0.0094	0.0507
Si	0.0342	0.0132	-0.0688
Si	0.0234	-0.0764	0.1327
Si	-0.0155	0.0152	0.0557
Si	-0.0159	0.074	-0.0088
Si	-0.0089	0.0467	-0.1331
Si	0.0302	-0.0103	0.1462
Si	0.0229	0.0364	-0.0189
Si	0.0192	-0.0044	0.0356
Si	-0.002	0.0381	-0.0077
Si	0.0491	-0.0626	-0.0375
Si	-0.0268	0.0068	0.0905
Si	0.0078	0.1093	0.0552
Si	0.0115	-0.0494	-0.0394
Si	-0.0038	0.002	0.0198
Si	0.0286	0.0036	-0.0433
Si	0.0549	-0.032	-0.0781
Si	0.1266	-0.1194	-0.1577
Si	-0.0255	0.0246	-0.0456
Si	-0.0788	-0.0123	0.1659
O	0.0065	0.003	0.0071
O	-0.0134	-0.0258	-0.0015
O	0.045	-0.0031	-0.0055
O	-0.0609	0.0655	0.0787
O	-0.0256	-0.0098	-0.0115
O	-0.0226	0.021	0.0161
O	-0.0084	-0.0356	0.0622
O	0.0119	-0.0537	-0.0213
O	0.0279	0.0116	-0.028
O	-0.0301	0.0013	0.0079
O	0.0412	-0.0698	-0.1042
O	-0.0233	0.0068	0.0212
O	-0.0135	-0.0492	-0.0517
O	-0.0114	-0.0048	-0.0167
O	0.0636	-0.0097	0.038
O	-0.0827	0.0441	-0.0137
O	0.0279	-0.0217	0.0087
O	0.0077	0.0015	-0.0052
O	0.0409	0.0062	0.0286
O	0.0233	0.0385	0.0487
O	-0.0547	0.0623	-0.043
O	0.0341	-0.0351	-0.0087
O	-0.0115	0.0352	-0.0901
O	0.0009	-0.0138	0.0273
O	0.0561	-0.0548	0.0968
O	-0.002	-0.0012	0.0045
O	-0.01	-0.0107	0.0001
O	-0.0033	0.014	-0.0234
O	0.0148	-0.0532	0.1099
O	0.0056	-0.0359	0.0235
O	0.0162	0.0286	-0.0908
O	0.1571	-0.0246	0.0925
O	0.0364	-0.0373	-0.0006
O	0.0047	-0.0001	-0.0144
O	0.0617	0.0562	0.0125
O	0.0094	-0.0299	-0.0477
O	0.0164	-0.0277	0.0122
O	0.011	-0.0529	0.0239
O	0.0034	0.009	0.0386
O	0.0179	0.0476	0.0384
O	-0.0135	0.0084	-0.0107
O	-0.0948	0.0984	-0.0928
O	-0.0676	-0.0662	-0.0397
O	-0.0349	0.0092	0.0192
O	0.0308	0.0021	0.0681
O	-0.0452	0.0185	0.0258
O	-0.0352	0.0104	0.0312
O	-0.0078	0.0419	0.0252
O	0.0195	-0.0507	0.0038
O	-0.0016	0.0127	-0.0318
O	0.0062	-0.0375	0.0136
O	0.0182	-0.0171	0.0077
O	-0.084	0.1027	-0.0567
O	-0.0093	-0.028	0.0108
O	0.022	-0.0478	-0.0468
O	-0.0047	-0.0052	-0.0037
O	-0.0483	0.0323	0.0548
O	0.0478	-0.0317	0.0024
O	0.006	-0.057	0.056
O	0.0402	-0.0037	0.0011
O	-0.014	0.0579	0.0351
O	-0.0139	-0.0205	-0.0508
O	0.0219	0.0079	0.0039
O	-0.0351	-0.022	0.0529

The program warned: the cutoff lies below the one the program advises for these potential files; the forces do not sum to zero within the program's tolerance; empty levels may hold ghost states of the PAW files; the exchange-correlation potential is rough where the density is thin.
